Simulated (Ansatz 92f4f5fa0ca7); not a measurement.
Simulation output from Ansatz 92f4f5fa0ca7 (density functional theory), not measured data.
Periodic cell of 348 atoms, Si240O108, from a study of silicon, its oxide and their interface. The atomic structure is a simulated model.

Settings: functional PBE; potential files Ansatz PAW; basis plane waves; wave-function cutoff 700 eV; density cutoff ratio 5; exchange-correlation grid ratio 1; k mesh 2 x 2 x 1, shifted by 0.5 0.5 0.5 of a step; self-consistency stop 5e-08 eV per atom in the density residual; occupations fixed; spin none; net charge 0.

Cell vectors (angstrom)
a 11.6015 0 0
b 0 13.3963 0
c 0 0 40.3823

Atoms and the computed forces on them: element, x, y, z (angstrom), force x, y, z (eV/angstrom)
Si 0 2.2327 1.1851 -0.0036 -0.0034 0.0033
Si 3.8672 2.2327 1.1851 0.0046 -0.0015 0.0144
Si 7.7343 2.2327 1.1851 0.0099 -0.0124 -0.0148
Si 1.9336 5.5818 1.1851 -0.0029 0.0115 -0.0139
Si 5.8008 5.5818 1.1851 -0.0009 -0.0005 0.0133
Si 9.6679 5.5818 1.1851 0.0078 -0.0167 -0.0116
Si 0 8.9308 1.1851 0.0047 -0.0003 0.0021
Si 3.8672 8.9308 1.1851 -0.0061 0.0114 -0.022
Si 7.7343 8.9308 1.1851 -0.0002 0.0112 0.0117
Si 1.9336 12.2799 1.1851 0.0085 0.0023 -0.0007
Si 5.8008 12.2799 1.1851 0.005 -0.0052 0.0254
Si 9.6679 12.2799 1.1851 0.0123 -0.0003 -0.0162
Si 1.9336 1.1164 1.9745 -0.0281 -0.0144 0.0014
Si 5.8008 1.1164 1.9745 0.0228 0.0364 -0.0027
Si 9.6679 1.1164 1.9745 -0.0215 0.0082 0.0086
Si 0 4.4654 1.9745 -0.0212 0.0453 0.0049
Si 3.8672 4.4654 1.9745 -0.0046 0.0192 0.0003
Si 7.7343 4.4654 1.9745 0.0212 0.0183 -0.0016
Si 1.9336 7.8145 1.9745 0.0192 -0.0342 0.01
Si 5.8008 7.8145 1.9745 -0.0234 0.0176 0.0001
Si 9.6679 7.8145 1.9745 0.0114 0.0113 0.0001
Si 0 11.1635 1.9745 -0.055 0.0026 0.0067
Si 3.8672 11.1635 1.9745 -0.0269 -0.0596 0.0033
Si 7.7343 11.1635 1.9745 0.0039 -0.0106 0.0075
Si 1.9336 1.1164 4.3426 -0.0918 -0.0229 0.0294
Si 5.8008 1.1164 4.3426 0.0724 0.0835 0.0096
Si 9.6679 1.1164 4.3426 -0.0474 0.0144 -0.1453
Si 0 4.4654 4.3426 -0.0473 0.1324 -0.0634
Si 3.8672 4.4654 4.3426 -0.013 0.0863 0.0762
Si 7.7343 4.4654 4.3426 0.051 0.0605 0.0401
Si 1.9336 7.8145 4.3426 0.0351 -0.0842 -0.1043
Si 5.8008 7.8145 4.3426 -0.0772 0.0529 0.156
Si 9.6679 7.8145 4.3426 0.0201 0.0344 0.1863
Si 0 11.1635 4.3426 -0.1836 -0.0144 -0.0442
Si 3.8672 11.1635 4.3426 -0.0593 -0.1684 -0.0326
Si 7.7343 11.1635 4.3426 0.0032 -0.0213 0.0994
Si 0 0 36.0417 0.0901 -0.0779 0.0625
Si 3.8672 0 36.0417 -0.0178 -0.0342 0.0448
Si 7.7343 0 36.0417 0.0586 -0.0366 -0.0333
Si 1.9336 3.3491 36.0417 0.0335 -0.0178 -0.0899
Si 5.8008 3.3491 36.0417 0.027 0.0182 0.0912
Si 9.6679 3.3491 36.0417 0.0352 -0.0512 -0.0328
Si 0 6.6981 36.0417 -0.0122 -0.0252 -0.1008
Si 3.8672 6.6981 36.0417 0.0425 0.0251 -0.1147
Si 7.7343 6.6981 36.0417 0.0372 0.0782 0.0539
Si 1.9336 10.0472 36.0417 -0.0849 0.0733 0.0484
Si 5.8008 10.0472 36.0417 0.0803 -0.0494 -0.1172
Si 9.6679 10.0472 36.0417 0.0353 -0.0386 -0.0779
Si 0 0 38.4099 0.0335 -0.0269 -0.007
Si 3.8672 0 38.4099 -0.0084 -0.0123 0
Si 7.7343 0 38.4099 0.0225 -0.0109 -0.0011
Si 1.9336 3.3491 38.4099 0.0075 0.0005 -0.0058
Si 5.8008 3.3491 38.4099 0.0152 0.0011 -0.0051
Si 9.6679 3.3491 38.4099 0.0037 -0.0227 -0.0017
Si 0 6.6981 38.4099 -0.0051 -0.0129 -0.004
Si 3.8672 6.6981 38.4099 0.0089 0.0141 -0.0051
Si 7.7343 6.6981 38.4099 0.0133 0.0293 -0.0126
Si 1.9336 10.0472 38.4099 -0.0282 0.0316 -0.0077
Si 5.8008 10.0472 38.4099 0.0224 -0.0174 0.0017
Si 9.6679 10.0472 38.4099 0.0133 -0.0107 -0.0044
Si 0 2.2327 39.1993 -0.0027 0.0012 -0.0041
Si 3.8672 2.2327 39.1993 0.0012 -0.0004 -0.0045
Si 7.7343 2.2327 39.1993 -0.0083 0.0119 0.0089
Si 1.9336 5.5818 39.1993 -0.0004 -0.0089 -0.0063
Si 5.8008 5.5818 39.1993 0.005 -0.0044 -0.0044
Si 9.6679 5.5818 39.1993 -0.0091 0.0132 -0.0028
Si 0 8.9308 39.1993 0.0023 0.0035 0.0032
Si 3.8672 8.9308 39.1993 -0.0018 -0.0084 -0.0099
Si 7.7343 8.9308 39.1993 -0.0004 -0.0129 0.0072
Si 1.9336 12.2799 39.1993 -0.009 -0.0048 0.0272
Si 5.8008 12.2799 39.1993 -0.0079 0.0087 -0.0121
Si 9.6679 12.2799 39.1993 -0.0075 0.005 0.0012
Si 0.1004 -0.1328 28.8117 -0.0223 0.0073 -0.0055
Si 3.8855 -0.0386 28.932 0.0002 0.0042 0.0025
Si 7.6723 0.0637 29.036 0.0221 0.0231 -0.0066
Si 2.0126 3.44 29.0586 0.0051 0.0078 0.0022
Si 5.9598 3.2009 29.0179 -0.0116 0.015 0.0004
Si 9.8024 3.2269 28.9301 -0.0047 -0.0053 -0.0039
Si 0.0359 6.6719 29.0053 -0.0016 0.0057 0.0058
Si 3.9403 6.6214 28.9483 0.0249 0.0057 0.0023
Si 7.8197 6.7083 28.8839 -0.0247 0.0059 -0.0033
Si 1.9915 9.9189 28.9463 -0.0114 0.0072 -0.0018
Si 5.8392 10.0714 28.9528 -0.0033 0.0097 -0.0062
Si 9.659 10.0553 28.6999 0.0013 0.0223 0.0124
Si 0.1335 2.1257 29.6635 0.0025 -0.0053 -0.0027
Si 3.9265 2.2049 29.7198 0.0043 0.0036 -0.0064
Si 7.88 2.2229 29.9148 -0.0066 -0.0133 -0.0013
Si 1.9864 5.6316 29.864 -0.0052 -0.0051 -0.0014
Si 5.9001 5.5059 29.636 -0.0011 -0.0079 -0.0071
Si 9.7101 5.5026 29.6745 0.0082 -0.0029 -0.0035
Si -0.0322 8.9374 29.6575 -0.0028 -0.0013 -0.0056
Si 3.9458 8.866 29.7205 -0.0011 -0.0126 -0.0031
Si 7.7877 8.9359 29.6627 0.0112 0.0005 -0.0029
Si 1.9872 12.1783 29.7032 0.0051 -0.0036 -0.0047
Si 5.8011 12.2674 29.8097 -0.001 -0.0039 0.0011
Si 9.6709 12.2749 29.5579 -0.0024 -0.0118 -0.0062
Si 0.0579 2.1844 32.052 0.0042 -0.0045 0.0077
Si 3.8984 2.2173 32.0918 0.0004 -0.0083 0.0111
Si 7.803 2.2226 32.2304 -0.0041 -0.0003 0.0063
Si 1.9638 5.6041 32.1891 0.0032 0.0018 0.0046
Si 5.8481 5.5478 32.0359 0.0049 -0.0048 0.0076
Si 9.6938 5.5449 32.0587 -0.003 -0.0052 0.0078
Si -0.0064 8.936 32.0461 0.0011 -0.0025 0.0045
Si 3.908 8.9009 32.0894 -0.004 -0.0017 0.0082
Si 7.7728 8.9272 32.0476 0.0016 -0.0043 0.0077
Si 1.9605 12.242 32.0769 -0.0034 -0.0059 0.0082
Si 5.8066 12.2663 32.1528 0.0003 0.0014 0.0099
Si 9.679 12.2658 31.9846 0.0028 -0.0005 0.007
Si 1.9744 1.0814 32.8794 -0.002 0.0099 -0.0078
Si 5.8257 1.1097 32.9114 0.0012 0.0034 -0.0035
Si 9.7367 1.0714 32.8897 -0.0055 0.0035 -0.0095
Si 0.0237 4.4291 32.8677 0.0008 0.0046 -0.0063
Si 3.9097 4.4562 32.8824 -0.0019 0.0078 -0.0038
Si 7.7668 4.4712 32.9129 -0.0021 0.0029 -0.0071
Si 1.9399 7.8453 32.8926 0.0002 0.001 -0.0075
Si 5.8445 7.7844 32.8522 -0.0014 0.0077 -0.0065
Si 9.6889 7.7896 32.8548 -0.0005 0.0058 -0.006
Si -0.0036 11.1595 32.8487 0.0028 0.0052 -0.0077
Si 3.8795 11.1292 32.9001 0.0051 0.003 -0.0096
Si 7.7684 11.1527 32.8639 -0.0045 0.0066 -0.0042
Si 1.9366 1.1128 35.2483 -0.0001 -0.006 0.0076
Si 5.8003 1.117 35.2673 -0.0001 -0.0035 -0.0001
Si 9.6815 1.1055 35.2553 -0.0021 -0.0026 0.0044
Si -0.0014 4.4584 35.242 -0.0008 -0.0023 0.0041
Si 3.8766 4.4639 35.2503 -0.001 -0.003 0.0041
Si 7.7359 4.4733 35.2682 0.0011 -0.0041 0.0056
Si 1.9313 7.8259 35.2565 0.001 -0.0029 0.0042
Si 5.8083 7.8092 35.2337 -0.002 -0.0033 0.0055
Si 9.6694 7.8112 35.2349 -0.0017 -0.0051 0.0074
Si -0.0045 11.1658 35.2317 0.0026 -0.0043 0.0068
Si 3.8657 11.1581 35.2609 0.0003 -0.0015 0.0024
Si 7.7428 11.1634 35.2406 -0.0031 -0.0044 0.0046
Si -0.0158 -0.0014 5.1268 0.0014 0.004 -0.0062
Si 3.8714 -0.0105 5.0959 -0.0003 0.0049 -0.0056
Si 7.7371 0.0007 5.1302 -0.0021 0.0077 -0.012
Si 1.9216 3.3529 5.1141 0.003 -0.0031 -0.0045
Si 5.8053 3.3607 5.1361 0.0001 0.0032 -0.0034
Si 9.6749 3.3451 5.128 -0.0022 0.0063 -0.0049
Si 0.0105 6.7075 5.15 0.0017 -0.0009 -0.0059
Si 3.8631 6.7003 5.1603 0.0038 0.0073 -0.0055
Si 7.7304 6.7044 5.1439 0.0013 0.0037 -0.0034
Si 1.9108 10.0362 5.115 0.0076 0.0006 -0.0039
Si 5.7981 10.0557 5.1528 -0.0024 0.0014 -0.0015
Si 9.6633 10.0485 5.1635 -0.0027 0.0068 -0.0086
Si -0.071 -0.0025 7.4901 0.0044 -0.0048 0.0095
Si 3.8581 -0.0205 7.4379 -0.0052 0.0054 0.0196
Si 7.7271 0.0314 7.4951 -0.0044 -0.0121 0.0106
Si 1.8906 3.3618 7.4688 0.004 -0.0045 0.0039
Si 5.802 3.4049 7.5058 -0.0114 -0.013 0.0095
Si 9.6835 3.3542 7.492 0.0079 -0.0017 0.0086
Si 0.0233 6.7244 7.5311 -0.0076 0.0027 0.0227
Si 3.8393 6.7244 7.5482 -0.0083 -0.0108 -0.0013
Si 7.7118 6.7338 7.5209 0.0125 -0.004 0.009
Si 1.8101 10.0271 7.4699 -0.0006 0.0039 0.0212
Si 5.7436 10.0937 7.5363 0.0106 -0.0055 0.0027
Si 9.6076 10.0607 7.5557 0.0092 -0.009 0.0078
Si -0.0019 2.2051 8.3177 -0.0119 0.0039 -0.0098
Si 3.8405 2.2266 8.1113 0.014 -0.0019 -0.0155
Si 7.7413 2.2703 8.2716 0.0081 0.0095 -0.0049
Si 1.9302 5.5555 8.3711 0.0251 0.0036 -0.0054
Si 5.7864 5.6431 8.3606 -0.0026 0.0061 -0.0121
Si 9.6832 5.6043 8.2149 -0.0152 -0.003 -0.0124
Si -0.1015 8.9292 8.4315 -0.0008 -0.0012 -0.0025
Si 3.7582 8.9977 8.264 0.0057 0.0006 -0.009
Si 7.6609 8.9642 8.3503 -0.0127 -0.0004 -0.0175
Si 1.8831 12.2691 8.1445 0.0039 -0.0043 -0.0066
Si 5.8043 12.3488 8.3257 -0.0024 -0.0002 -0.0112
Si 9.6056 12.2909 8.3795 0.0021 0.0069 -0.0045
Si 0.0135 2.1004 10.7048 -0.0261 -0.0272 0.0174
Si 3.8437 2.1591 10.4092 0.0107 -0.0094 -0.0007
Si 7.7841 2.3488 10.6313 -0.0093 0.0114 0.0005
Si 1.9662 5.294 10.7693 -0.0605 0.1174 0.0185
Si 5.7576 5.6892 10.7553 0.0233 0.0043 0.005
Si 9.7331 5.5901 10.5456 0.015 0.014 -0.0084
Si -0.2892 8.9735 10.8679 0.0084 0.0353 -0.0007
Si 3.691 9.1948 10.6054 -0.0092 -0.0181 -0.0153
Si 7.5446 8.9738 10.7362 0.009 -0.0035 -0.0068
Si 1.8265 12.2272 10.4579 0.0127 0.0039 0.0027
Si 5.8305 12.4773 10.7161 -0.0141 0.0056 -0.0036
Si 9.5168 12.3146 10.7923 -0.0106 0.0164 0.0242
Si 2.0207 0.9606 11.3416 -0.0186 -0.0016 0.0019
Si 5.8096 1.3856 11.3831 0.0141 -0.0104 0.0029
Si 9.6145 1.1557 11.5387 0.0367 -0.022 -0.0115
Si -0.0506 4.3002 11.4509 0.0329 -0.0119 0.0092
Si 3.9745 4.2703 11.3789 -0.0464 0.0141 -0.0242
Si 7.7958 4.5938 11.3606 -0.0028 -0.0065 0.0039
Si 1.7884 8.3344 11.7343 -0.0109 -0.0942 -0.0049
Si 5.4934 8.0236 11.4632 0.0139 -0.0105 0.0061
Si 9.3384 7.6832 11.5682 -0.0019 -0.0211 0.0041
Si -0.1074 11.2486 11.4641 -0.0461 -0.0028 -0.0193
Si 3.8595 11.4132 11.3233 0.0048 0.0268 0.0067
Si 7.5736 11.1858 11.6444 0.0305 -0.0034 0.0039
O 2.055 -20.0568 11.5516 0.0489 -0.0213 0.035
O 5.1396 8.5556 13.0132 0.004 -0.01 0.0049
O 9.5846 1.2686 13.2012 -0.0124 0.0001 0.0027
O 8.8187 7.2636 13.1273 0.0071 0.0102 0.0011
O 2.3418 0.5271 12.9291 0.0092 -0.0027 0.0002
O 5.654 2.0386 12.9387 -0.0209 0.0188 -0.0055
O 1.7601 8.6121 13.3765 -0.0051 -0.0038 -0.0071
O 0.0118 11.3365 13.118 0.0033 0.0133 0.0077
O 3.8802 11.6716 12.9815 -0.0024 0.0004 -0.0039
O -0.1083 4.1162 13.1117 -0.0048 -0.004 0.0105
O 8.0862 4.6808 13.0054 0.0008 0.0089 0.0011
O 7.3339 11.2085 13.3068 -0.0065 -0.0031 0.0114
O 6.1844 2.8508 27.393 0.0102 -0.0108 0.0011
O 2.0675 9.7546 27.3001 0.003 -0.0017 -0.0011
O -4.291 0.3428 27.4219 -0.007 -0.0066 0.0021
O 11.6056 6.6211 27.3576 0.001 0.0003 -0.0053
O 7.8833 6.9154 27.2221 0.0071 -0.0094 0.003
O 0.2758 13.0538 27.1653 0.0069 -0.0029 0.0008
O 9.6193 10.0642 27.0136 -0.004 -0.0005 -0.0161
O 3.881 6.5939 27.2806 -0.0035 -0.0044 -0.0111
O 5.8303 10.2118 27.3035 0.0013 -0.0041 -0.0013
O 9.9045 2.9598 27.2772 -0.0006 0.006 -0.0071
O -21.1955 -9.5359 27.4662 -0.0014 -0.0028 -0.0022
O 3.8658 -0.049 27.2663 -0.0013 -0.0007 -0.0023
Si 6.3291 15.1512 17.3731 0.0039 -0.0021 -0.0017
Si 1.0584 7.8258 14.6321 0.0049 -0.001 -0.0231
Si 9.2293 10.7619 25.563 0.0061 -0.0057 0.0057
Si 3.2065 8.5002 16.7353 -0.0055 0.0007 -0.005
Si -3.3812 -0.6124 16.5965 0.004 0.0002 -0.0061
Si 9.1381 3.209 25.8574 0.0034 -0.0016 0.0116
Si 7.6556 10.4771 14.7446 0.0036 0.007 -0.0071
Si 4.8098 6.1074 18.128 -0.0018 0.0012 0.0019
Si 11.1557 10.03 20.3434 0.0002 -0.0002 -0.0002
Si 10.1017 3.5396 23.0164 -0.0008 0.0001 -0.0012
Si 3.8119 1.6658 15.5253 -0.006 -0.0062 -0.0059
Si 4.2333 8.717 24.2921 -0.0015 -0.0011 0.0018
Si 10.9096 3.2011 16.6704 0.0008 0.0029 -0.0076
Si 7.5777 6.0213 25.8897 -0.0045 -0.0039 0.0049
Si 0.4175 11.9826 14.5607 -0.0021 -0.0054 -0.0136
Si 6.7682 1.5952 26.5075 -0.0009 0.0051 0.0122
Si 5.8739 5.5653 15.3622 0.0057 -0.0067 -0.0082
Si 9.484 6.4361 23.7648 0.0018 -0.0002 -0.0003
Si 8.5515 5.8862 14.0095 0.0044 -0.0076 -0.0065
Si -3.9429 6.5701 19.2468 0.0057 -0.0024 0.0001
Si 3.0988 12.7948 13.8689 -0.0063 -0.0018 -0.0089
Si 3.4317 3.8313 19.8068 -0.0024 -0.0012 0.0023
Si 8.4721 3.6668 18.4923 0.0034 0.0009 -0.0018
Si 1.2683 2.8407 21.7924 0.0012 0.0018 -0.002
Si 3.4831 -0.9946 20.7564 -0.0011 0.0004 0.0002
Si 11.6776 12.4756 25.6453 0.0022 0.0002 0.0069
Si 7.4851 9.0404 20.7091 0.0019 0.002 -0.0011
Si 1.6448 9.6464 25.7364 0.0014 0.0022 0.0059
Si 1.8864 2.073 17.8057 -0.0021 0.0021 -0.0018
Si 4.7227 3.3538 13.3955 0.0083 -0.0015 0.0155
Si 2.588 10.1731 19.2417 -0.0007 0.0011 0.0002
Si -1.7706 12.7169 19.4562 -0.0013 0.0011 0.0014
Si 4.4172 6.0151 25.8444 -0.0041 0.0026 0.0087
Si 4.4285 13.3573 25.7317 -0.002 -0.0034 0.0082
Si 1.9021 1.2912 24.3953 0.0001 0.0001 -0.0009
Si 4.4347 9.6813 21.3968 0.0006 -0.0002 0.0006
Si 1.0671 0.4553 20.0065 0.0004 -0.0006 0.0009
Si 8.488 15.0935 20.9227 0.0001 -0.0016 -0.0018
Si 9.7224 9.2549 22.7707 0.0013 0.0004 0.0018
Si 10.4122 9.7264 15.6527 0.0061 0.0016 -0.0044
Si 6.0537 10.6581 25.7567 -0.0036 0.0009 0.004
Si 9.3186 8.7533 18.511 0.0003 -0.0008 -0.0019
Si 5.4666 14.8646 20.3274 0.001 0.0015 0.0007
Si 5.2894 8.4888 14.6325 -0.0031 -0.0003 -0.0147
Si 2.1806 4.1241 25.884 0.0001 0.0029 0.0055
Si -0.1592 5.0325 14.458 0.0021 -0.0031 -0.0193
Si 0.34 6.6984 25.7796 0.0041 -0.0005 0.0044
Si 10.1319 14.2769 14.6833 -0.0037 0.0015 -0.0187
O 9.0332 0.1783 20.6089 0.0005 0.0004 -0.0001
O 4.5504 0.2296 20.859 -0.0006 0.0007 0.0003
O 0.2585 4.2107 15.8002 -0.0008 -0.0039 0.0058
O -0.2517 13.2707 19.2698 -0.0009 0.0011 0.0012
O 2.4302 1.6248 16.3599 0.0034 -0.0004 0.003
O 1.3125 5.4316 25.4119 -0.0005 -0.0001 0.0016
O 11.0465 9.8198 21.9691 -0.0037 -0.0008 0
O 7.24 16.4918 17.5788 -0.0009 -0.0029 0.0022
O 3.5445 2.7854 14.3699 0.0056 -0.0016 0.003
O -3.5975 4.9847 19.332 -0.0022 -0.0009 -0.002
O 1.9409 -0.4649 21.057 0.0015 0.0005 -0.0023
O 4.0877 5.2596 19.3375 0.0035 0.0026 -0.0005
O 3.2179 0.3835 24.7329 -0.0015 0.0035 -0.0001
O 3.713 4.5737 25.5159 -0.0021 -0.0015 -0.0008
O 4.1901 9.2004 15.6185 0.0028 -0.0019 0.0077
O 4.1072 0.1961 14.8701 -0.0007 0.0036 0.009
O 4.2454 8.7109 22.6737 0.0007 0.0018 0.0016
O 5.0728 11.9055 25.3722 0.0018 -0.0005 0.0011
O -3.9561 7.3876 20.6813 -0.0004 0.001 -0.0024
O 1.067 10.3198 19.8321 0.0023 -0.001 -0.0007
O 9.6483 9.8003 24.3057 -0.0012 0.0019 -0.0035
O 2.1106 0.8137 18.8091 -0.0023 0.0025 0.0003
O 5.9996 5.7022 25.8516 0.0038 0.0046 -0.0007
O 5.973 9.5947 20.8732 -0.0014 -0.0007 0.0018
O 5.6149 4.3632 14.3142 -0.0003 0.0054 0.0076
O 9.4209 5.0273 22.9315 0.0016 0.0007 0.004
O 9.1985 13.141 15.3557 -0.0025 -0.0014 0.006
O 8.0494 6.7524 24.5076 0.0027 -0.0021 -0.0005
O 9.9314 5.5251 14.7592 -0.0052 0.0016 -0.0001
O 4.6308 2.8683 20.3652 -0.0003 -0.0019 0.0013
O 0.8311 6.2812 14.1933 0.0018 0.001 0.0118
O 9.855 7.6341 22.7509 -0.001 0.0009 0.0025
O 10.5904 8.7107 19.5484 -0.0007 0.003 0.0001
O -1.8019 9.4421 17.1293 -0.0007 -0.0007 -0.0012
O 11.36 11.0578 15.7348 -0.0035 -0.0022 0.0048
O 6.7216 9.1659 14.9891 -0.0043 -0.0028 0.0019
O 0.8295 11.0293 25.3882 0.0006 -0.003 -0.0008
O 6.8616 1.635 21.1809 -0.0001 -0.0006 -0.0001
O 2.3117 3.8657 21.026 0.0005 -0.0024 -0.0009
O -1.5061 11.2172 19.996 0.0004 -0.0021 0.0003
O 2.9857 9.6176 24.8233 0.0032 -0.001 -0.0021
O 5.0571 2.1332 16.4505 -0.0016 -0.0034 0.0056
O 5.6308 9.3791 24.8319 -0.0021 0.0001 -0.0002
O 7.1438 13.9775 16.6391 -0.0041 0.0019 0.0045
O 2.723 3.3193 18.4278 -0.0003 -0.0024 0.0008
O 8.4163 4.6459 25.996 -0.0015 0.0049 -0.001
O 7.4831 11.413 16.086 0.0007 -0.0033 0.002
O -0.3714 8.4714 15.0419 -0.0048 0.0012 0.004
O 9.1958 9.9817 14.614 -0.0034 0 0.0045
O 9.0113 12.6775 18.0328 -0.0008 -0.0001 0.0014
O -2.8115 7.2288 18.2536 -0.0028 0.0023 0.0067
O 0.8687 8.2212 25.4463 -0.001 -0.0001 0.0012
O -1.8362 3.9669 17.5472 -0.0018 -0.0033 0.0041
O 11.6405 3.6666 22.473 -0.003 -0.0011 0.0015
O 10.0767 12.1671 25.4122 0.002 -0.0007 -0.0001
O 8.0571 9.5382 19.2401 0.0027 -0.0049 0.0021
O 0.3015 2.4195 17.6888 0.0022 -0.0008 0.002
O -2.7339 2.5376 19.5826 -0.0016 0.0005 -0.0004
O 10.6032 6.401 24.9344 -0.0021 0.0016 -0.003
O 5.8432 14.5287 18.7873 -0.0007 0.0033 -0.0014
O 0.5757 1.8322 20.719 0.0027 -0.002 0.0006
O 2.0221 11.9764 14.7759 0 0.001 0.0006
O 3.352 11.6323 19.3005 -0.0002 -0.0029 0.0022
O 5.2984 5.1838 16.8488 0.002 0.0021 -0.0008
O 10.1725 16.5236 24.604 -0.001 0.0023 -0.0035
O 4.0082 11.2314 21.7889 0 -0.0009 -0.0027
O 9.2231 2.4227 22.1951 0.002 0.0019 0.0021
O 2.0168 1.8613 22.8684 -0.0003 -0.0013 0.0034
O 3.8578 7.3258 17.6461 0.0032 -0.0019 0.003
O 5.5865 1.0846 25.5303 -0.0007 0.0019 -0.001
O 8.3547 9.641 21.9563 0.0018 -0.0025 0.0004
O 4.0854 7.1586 24.7381 0.0029 0.0047 0.001
O 6.1595 6.8043 18.6847 0.0001 -0.0024 0.0001
O 2.6029 9.6526 17.713 0.0033 -0.0017 0.0001
O -1.444 15.5927 15.6294 0.0023 0.001 0.008
O 5.0791 6.9075 14.9333 -0.0016 -0.0025 0.0029
O 8.0003 2.0847 25.577 -0.002 0.0018 -0.0007
O 7.4588 5.9781 15.2254 -0.0038 -0.0018 0.0035
O 0.624 0.2719 24.6474 0 0.0029 -0.0009
O 1.7906 2.6775 25.2532 0.0001 -0.0028 -0.0033
O 1.9759 7.8163 15.9486 0.0057 -0.0013 0.0117
O 7.6219 11.0448 25.5025 -0.0012 -0.0017 0.0002
O -0.0141 0.1608 14.6066 -0.0014 0 0.0099
O 3.4308 9.1573 20.2136 0.0005 0.0034 0.0012

Results
free energy: -214018.492 eV
free energy less fixed offsets of O -569.03, Si -635.61 eV per atom: -16.852 eV

The program warned: the cutoff lies below the one the program advises for these potential files; the exchange-correlation potential is rough where the density is thin.
